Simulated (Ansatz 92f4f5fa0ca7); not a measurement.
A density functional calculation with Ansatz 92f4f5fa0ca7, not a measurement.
Periodic cell of 221 atoms, Si132O88H1, from a study of silicon, its oxide and their interface. The atomic structure is a simulated model.
Doubt: the cutoff is far below the 930 eV that the study's wrapper takes by default for these files, so forces and energies are approximate.
This geometry differs little from another in the collection (a relaxation step or a small displacement).

Settings
functional: PBE
potential files: Ansatz PAW
basis: plane waves
wave-function cutoff: 580 eV
density cutoff ratio: 5
exchange-correlation grid ratio: 1
k mesh: 1 x 1 x 1, Gamma-centred
self-consistency stop: 5e-08 eV per atom in the density residual
occupations: fixed
spin: none
net charge: +1 e, with a uniform compensating background and no finite-size correction

Cell vectors (angstrom)
a  10.938  0  0
b  0  10.938  0
c  0  0  32.261

Atoms and the computed forces on them: element, x, y, z (angstrom), force x, y, z (eV/angstrom)
Si  -0.231  0.2379  24.7135  -0.0015  0.0031  -0.0091
Si  5.7155  -0.3407  24.7752  -0.0021  0.0011  0.0089
Si  2.5123  2.8164  24.7852  -0.0093  -0.0047  -0.0015
Si  8.4616  2.4754  24.7192  0.0119  0.013  0.003
Si  0.1948  4.9704  24.6627  -0.0036  -0.0042  0.0019
Si  5.2305  5.8041  25.0622  0.0104  0.0106  -0.0181
Si  2.9651  7.9158  24.814  -0.0035  0.008  0.0028
Si  7.9634  8.3905  24.8051  -0.0029  -0.0034  -0.0071
Si  1.3184  1.3302  26.1317  0.0018  0.0064  0.0043
Si  6.8493  1.3192  26.0366  -0.0055  -0.0138  0.0039
Si  4.071  4.0486  26.1016  -0.0018  -0.009  0.0136
Si  9.5634  4.0185  26.1249  -0.0006  -0.0074  -0.0042
Si  1.2902  6.7293  25.9698  0.0009  -0.0027  0.0029
Si  6.834  6.9322  26.281  0.0029  -0.0073  0.0107
Si  4.0956  9.5236  26.1249  0.0076  -0.0029  -0.0032
Si  9.5659  9.581  26.0559  -0.001  0.0018  0.0104
Si  2.7349  -0.0123  27.4635  -0.0021  0.0008  0.0025
Si  8.2143  -0.0032  27.4689  0.0026  0.0006  -0.006
Si  0.0035  2.7154  27.5201  0.0003  -0.0003  -0.0088
Si  5.4905  2.7099  27.4387  -0.0002  0.0042  0.0035
Si  2.6995  5.4482  27.4516  -0.0053  0.0028  -0.0026
Si  8.2206  5.4555  27.4793  -0.0016  0.0049  -0.0005
Si  0.0059  8.1777  27.4032  0.0019  0.0013  0.0035
Si  5.4451  8.2558  27.5748  -0.0042  -0.0002  -0.0038
Si  4.1018  1.3673  28.8428  0.0868  -0.0284  -0.1929
Si  9.5708  1.3673  28.8428  -0.1069  -0.127  0.2377
Si  1.3673  4.1018  28.8428  -0.0153  0.0469  0.2136
Si  6.8362  4.1018  28.8428  0.0227  -0.1503  -0.1429
Si  4.1018  6.8362  28.8428  -0.3399  -0.185  0.0843
Si  9.5708  6.8362  28.8428  0.1932  0.023  -0.1782
Si  1.3673  9.5708  28.8428  -0.0229  -0.265  -0.2962
Si  6.8362  9.5708  28.8428  0.1798  0.4666  0.4746
Si  0  0  30.21  -0.1116  -0.0023  -0.0212
Si  5.469  0  30.21  0.1312  0.0121  0.0434
Si  2.7345  2.7345  30.21  -0.036  0.0906  -0.0397
Si  8.2035  2.7345  30.21  0.0026  -0.049  0.0199
Si  0  5.469  30.21  0.0562  -0.0266  0.0012
Si  5.469  5.469  30.21  -0.0922  -0.0228  -0.046
Si  2.7345  8.2035  30.21  -0.0182  -0.1029  0.0038
Si  8.2035  8.2035  30.21  -0.0467  0.0521  -0.0367
Si  1.3673  1.3673  31.5773  0.0796  -0.03  -0.0203
Si  6.8362  1.3673  31.5773  -0.0802  0.0545  -0.0016
Si  4.1018  4.1018  31.5773  0.0403  -0.0564  -0.0045
Si  9.5708  4.1018  31.5773  -0.0122  0.0677  -0.0368
Si  1.3673  6.8362  31.5773  -0.0215  0.0365  -0.0192
Si  6.8362  6.8362  31.5773  0.0284  -0.0239  -0.0161
Si  4.1018  9.5708  31.5773  -0.0388  0.0037  -0.0357
Si  9.5708  9.5708  31.5773  0.0464  -0.0571  -0.0011
Si  2.7345  0  0.6835  0.0171  -0.0277  0.0092
Si  8.2035  0  0.6835  -0.0351  0.0291  0.0051
Si  0  2.7345  0.6835  -0.0498  0.036  0.0052
Si  5.469  2.7345  0.6835  0.0286  0.0369  0.0415
Si  2.7345  5.469  0.6835  -0.0303  0.0317  0.0043
Si  8.2035  5.469  0.6835  0.0231  -0.0781  0.0156
Si  0  8.2035  0.6835  0.026  -0.0445  0.0327
Si  5.469  8.2035  0.6835  -0.0102  0.0183  0.0164
Si  4.1018  1.3673  2.0507  -0.1067  -0.0101  -0.0487
Si  9.5708  1.3673  2.0507  0.0607  -0.0209  0.0724
Si  1.3673  4.1018  2.0507  0.0606  0.0002  0.0723
Si  6.8362  4.1018  2.0507  -0.007  0.0891  -0.0804
Si  4.1018  6.8362  2.0507  0.0171  -0.0514  0.0885
Si  9.5708  6.8362  2.0507  -0.0179  0.0514  -0.0483
Si  1.3673  9.5708  2.0507  0.0759  0.0468  -0.0436
Si  6.8362  9.5708  2.0507  0.0417  -0.0453  0.064
Si  0  0  3.418  0.1061  0.0438  0.097
Si  5.469  0  3.418  -0.0787  0.1337  0.4188
Si  2.7345  2.7345  3.418  -0.1077  -0.5315  -0.2426
Si  8.2035  2.7345  3.418  -0.3532  0.0791  0.2439
Si  0  5.469  3.418  -0.2244  0.0227  0.1362
Si  5.469  5.469  3.418  0.4365  -0.1578  -0.4402
Si  2.7345  8.2035  3.418  -0.092  0.5911  -0.0345
Si  8.2035  8.2035  3.418  0.3069  0.0381  -0.2103
Si  1.3579  1.371  4.8288  0.0032  0.0023  0.0007
Si  6.8292  1.3695  4.8602  0.0076  -0.003  -0.0021
Si  4.1936  3.9993  4.6869  0.0037  0.0098  0.005
Si  9.528  4.1149  4.8056  0.0028  -0.0125  0.0008
Si  1.33  6.9078  4.7474  -0.0031  -0.003  -0.0067
Si  6.8703  6.8285  4.7399  0.0009  0.0056  0.0037
Si  4.0675  9.6203  4.8406  0.0002  -0.0021  0.0017
Si  9.5713  9.5852  4.7953  -0.0062  0.0052  0.0106
Si  2.722  0.0513  6.342  -0.0013  -0.0055  -0.0119
Si  8.2309  0.0115  6.227  0.01  -0.0015  0.0004
Si  -0.0697  2.7392  6.1705  0.0079  0.0245  -0.0106
Si  5.4394  2.7196  6.2844  -0.0066  -0.0059  -0.001
Si  2.8558  5.5004  5.7901  0.0118  0.0045  0.0008
Si  8.2072  5.5201  6.2049  0.0041  -0.0002  -0.0156
Si  0.0221  8.2772  6.2223  -0.0088  -0.003  -0.0034
Si  5.5368  8.2321  6.0552  -0.0031  -0.0021  -0.0007
Si  3.6532  1.8351  7.68  -0.0137  0.025  0.0115
Si  9.8331  1.0976  7.6067  -0.0113  -0.0193  -0.0004
Si  1.5361  4.1736  7.0895  -0.0146  -0.0205  0.0064
Si  6.5969  4.3645  7.5022  -0.0016  -0.0059  0.0198
Si  4.4104  6.5402  7.1729  -0.0251  0.0276  -0.0012
Si  9.2933  7.2111  7.4933  -0.0077  0.0333  0.0078
Si  1.1633  9.7963  7.6841  -0.0039  0.0068  0.0039
Si  7.0084  9.3674  7.4856  0.0071  0.0044  -0.0081
O  1.4522  3.971  24.2783  0.0011  -0.001  -0.0067
O  6.834  9.4842  24.2586  -0.0052  0.0041  -0.0056
O  2.5217  3.0143  7.6915  0.0325  -0.0125  -0.002
O  8.1291  8.268  7.9908  0.0107  -0.0176  -0.0003
O  5.4422  5.4817  7.9499  0.0038  -0.0086  0.0027
O  0.0239  -0.0059  8.1606  0.0008  -0.0005  0.0008
O  4.127  6.8224  24.344  0.0042  -0.0058  -0.0068
O  9.596  1.3714  24.1895  0.0033  -0.0033  -0.0075
O  1.8209  9.1255  9.0896  0.0114  -0.0152  0.0107
O  1.0972  5.2805  8.2584  0.0033  -0.0001  -0.0005
O  9.0626  1.7026  8.977  0.0006  0.0058  0.0039
O  6.2685  9.9152  8.8834  -0.0074  0.0002  0.0119
O  3.7323  1.6995  9.3743  -0.0023  -0.0004  -0.0074
O  3.472  7.2775  8.274  -0.0086  0.0095  0.0387
O  7.2163  3.6935  8.9115  -0.003  0.0029  -0.0091
O  9.9361  6.7783  8.9729  -0.0018  -0.0027  -0.0014
O  2.98  1.9748  23.4171  0.0003  0.0011  -0.0035
O  5.0433  0.2631  23.3853  -0.0002  -0.0001  -0.0092
O  7.8956  3.2583  23.3442  -0.0018  -0.0003  -0.0083
O  10.3397  5.0487  23.2085  -0.0015  0.0006  -0.009
O  8.6678  7.6193  23.5171  0.0036  0.0002  -0.0062
O  2.3986  8.6422  23.4461  -0.0002  -0.0005  -0.0062
O  6.3159  5.2833  23.9449  -0.0019  -0.0046  -0.0023
O  0.5055  10.5689  23.3494  -0.0008  -0.0002  -0.0023
Si  2.9726  8.0515  9.578  0.0082  -0.024  -0.0273
Si  9.9557  0.2303  13.1207  0.001  0.0088  -0.0022
Si  14.7406  5.6492  13.3669  0.0284  -0.0082  -0.0083
Si  4.4516  1.6543  22.7872  0.0004  -0.0015  0.005
Si  8.5771  2.3445  20.2773  -0.0031  0  -0.0036
Si  10.1896  4.9439  21.5872  -0.0035  -0.0006  0.0119
Si  1.2111  9.317  22.5702  0.003  0  -0.0009
Si  13.1021  4.5809  20.232  0.0009  -0.0023  -0.005
Si  1.9669  5.3886  11.0284  0.0142  -0.0033  0.0216
Si  -2.0185  10.1326  20.1713  -0.0006  0.0015  -0.0037
Si  4.4603  6.6283  16.0338  -0.0015  -0.0202  -0.0187
Si  7.4386  9.4029  12.7398  -0.0056  -0.0029  0.0045
Si  5.6642  9.5884  10.3487  0.0017  0.0005  0.0005
Si  5.408  2.9671  12.687  0.0089  0.0527  0.0702
Si  3.1038  12.5389  16.0108  0.0244  0.0178  -0.0207
Si  2.6664  9.3781  19.8131  -0.0001  0.0034  0.0005
Si  5.307  3.8301  15.5138  -0.0142  0.0151  -0.055
Si  3.3059  2.6424  10.6397  0.0196  0.0126  0.014
Si  4.9447  10.9992  12.7372  0  0.0253  0.0102
Si  6.4912  4.0141  22.974  0.003  0.0079  0.0115
Si  13.117  0.7256  13.038  0.0079  0.0111  0.0039
Si  8.686  3.2244  9.4452  0.0009  -0.0086  0.0086
Si  9.6056  14.0184  17.4571  -0.0009  0.0074  -0.0187
Si  12.2428  2.4619  18.4004  0.0001  0.0005  -0.0142
Si  8.2295  4.5359  15.2111  -0.0266  -0.0124  -0.0067
Si  4.671  -0.0822  18.0411  -0.0044  0.001  -0.017
Si  5.0069  4.8213  20.4626  0.0062  0.0004  0.0029
Si  7.2655  7.6033  15.287  -0.0065  -0.0137  -0.0057
Si  14.5553  6.7058  18.9186  0.0033  0.0012  -0.0204
Si  9.4278  7.7956  22.0814  0.0022  -0.0029  0.0076
Si  18.2861  9.7101  17.4615  -0.0009  -0.0075  -0.0143
Si  10.7525  5.4102  9.2511  0.0002  0.0013  -0.0007
Si  5.5235  13.0186  19.9796  0.0002  -0.0023  0.002
Si  0.397  -0.568  18.4563  -0.0013  0.0021  -0.0046
Si  9.5574  11.2187  16.1929  0.0002  0.0062  -0.0069
Si  8.6114  3.1023  12.5847  -0.0421  -0.0082  0.0096
O  6.9862  13.9289  12.6488  0.0248  0.0003  -0.0095
O  6.9974  -8.7175  20.6729  -0.0009  -0.0007  -0.0048
O  11.7146  0.9802  18.8079  -0.0011  -0.0019  0.001
O  4.8021  4.2002  13.8237  0.0235  -0.0257  -0.0162
O  2.1099  2.4135  16.9876  -0.0134  0.0022  0.0127
O  9.7887  10.7768  14.6704  0.0001  0.001  0.0005
O  5.5192  1.1851  18.6182  0.0022  0.0025  0.0027
O  3.3834  10.509  12.9669  -0.0027  -0.0061  -0.0029
O  2.5264  4.0341  10.2902  -0.0077  0.0016  -0.0115
O  0.3424  5.3514  10.8116  0.0024  0.0027  -0.0028
O  5.1015  3.5551  19.4347  -0.0018  0.0008  -0.0033
O  9.4038  3.5761  21.0161  0.0027  0.0013  -0.0046
O  15.7048  6.4567  12.3591  0.1328  -0.0325  0.0072
O  1.6975  9.4193  18.4896  -0.0009  -0.0015  -0.0001
O  0.0744  8.1827  22.2607  -0.0038  0.0002  -0.0046
O  13.3794  5.5704  18.9354  -0.003  -0.0034  0.0029
O  16.6631  -1.1527  17.4103  0.0006  0.0016  0.003
O  10.6178  10.2982  17.0066  0.0023  -0.0017  0.0046
O  4.5026  1.5625  21.1516  0.0023  0.0005  -0.0082
O  2.4563  5.2035  12.6119  -0.0243  0.0106  -0.0282
O  6.2554  4.7191  21.4991  -0.0045  0.0022  -0.0073
O  8.6493  9.0635  21.3659  -0.0019  -0.0003  -0.0041
O  8.015  10.9542  16.6387  -0.0001  -0.0017  0.002
O  3.1953  7.863  19.9632  -0.001  0  0.0024
O  15.9866  6.1388  19.4917  0.0018  -0.0014  0.0024
O  4.9413  12.5214  13.3529  0.0029  -0.0399  -0.015
O  8.8568  10.1733  12.3746  0.003  0.0001  -0.0023
O  8.9708  4.1546  13.7954  0.0064  -0.0033  -0.0053
O  6.2071  10.2575  13.4693  0.0035  -0.0048  -0.0004
O  7.732  8.2456  13.8563  0.0028  0.0031  -0.0035
O  7.7983  8.3486  16.6373  0.0023  0.0073  0.0075
O  4.2561  8.7757  10.2912  -0.0048  -0.0014  -0.0071
O  4.7062  3.2608  11.2935  -0.0264  -0.01  -0.0413
O  5.3182  10.9981  11.1446  0.0014  -0.0081  -0.0082
O  4.4317  13.4962  15.8539  -0.0114  -0.0242  0.0204
O  3.9191  10.3112  19.3689  -0.0014  -0.0017  0.002
O  6.8859  3.5623  15.3659  0.027  -0.0005  0.014
O  13.0802  3.0461  19.6549  0.0008  0.0018  0.0034
O  0.6437  11.0949  12.7856  -0.0069  -0.0026  -0.0024
O  -1.5391  6.3636  21.233  0.0007  0.0004  -0.0072
O  5.6254  7.5433  15.3699  0.0075  0.0069  0.0013
O  5.0325  5.1307  16.409  0.0021  0.0078  0.0171
O  3.7935  7.2422  17.3661  -0.0031  0.0034  0.0152
O  0.0751  3.5011  18.1401  0.0031  -0.002  0.0036
O  11.7028  4.9436  20.9522  -0.0014  -0.0007  -0.0028
O  7.8041  6.0841  15.1902  0.0008  0.01  -0.0003
O  5.3362  2.925  23.2793  -0.0032  -0.0028  -0.0039
O  12.8695  9.8546  21.183  -0.0017  -0.0003  -0.0029
O  9.0614  11.728  20.5728  0.0005  -0.0011  -0.0002
O  2.4916  1.8147  11.8265  -0.0074  -0.0082  -0.001
O  2.3335  1.3438  14.5778  -0.0063  -0.0055  -0.0006
O  9.1015  4.3338  16.5538  0.0112  -0.006  0.014
O  3.6525  0.2771  16.7921  0.0028  -0.0099  0.0126
O  9.4409  12.6857  12.8596  -0.0011  -0.001  -0.0017
O  10.3682  -1.2045  19.5748  -0.0008  -0.0019  -0.0011
O  7.7961  9.812  19.0179  0.0027  0.002  0.0076
O  14.4448  15.6896  21.1859  -0.001  -0.0004  -0.0002
O  6.7758  -2.1124  11.3399  0.0007  0.0034  -0.0055
O  14.3541  6.3159  14.7917  -0.0132  0.0263  0.016
O  2.4354  6.8911  10.6071  0.0026  0.0114  -0.0174
O  9.8194  4.1706  8.7879  -0.0019  0.0017  -0.0023
O  8.866  3.514  11.0474  0.0043  0.0001  -0.0081
O  9.8465  1.8643  16.3907  -0.0002  -0.0033  0.0035
O  8.5939  2.6441  18.6521  -0.0032  -0.0036  0.0077
H  16.6105  6.7412  12.5637  -0.1426  0.0251  -0.0013

Results
free energy: -133980.416 eV
free energy less fixed offsets of H -15.97, O -568.88, Si -635.61 eV per atom: -2.486 eV

The program warned: the cutoff lies below the one the program advises for these potential files; the forces do not sum to zero within the program's tolerance; the exchange-correlation potential is rough where the density is thin.
